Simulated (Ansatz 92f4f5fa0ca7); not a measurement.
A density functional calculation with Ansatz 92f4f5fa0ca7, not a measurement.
Periodic cell of 223 atoms, Si133O90, from a study of silicon, its oxide and their interface. The atomic structure is a simulated model.
Doubt: the cutoff is far below the 930 eV that the study's wrapper takes by default for these files, so forces and energies are approximate.

Settings
functional: PBE
potential files: Ansatz PAW
basis: plane waves
wave-function cutoff: 580 eV
density cutoff ratio: 5
exchange-correlation grid ratio: 1
k mesh: 1 x 1 x 1, Gamma-centred
self-consistency stop: 5e-08 eV per atom in the density residual
occupations: fixed
spin: none
net charge: 0

Cell vectors (angstrom)
a	10.938	0	0
b	0	10.938	0
c	0	0	32.4073

Atoms: element, x, y, z (angstrom)
Si	0.2749	-0.1798	24.9584
Si	5.1879	0.4709	24.9518
Si	2.8788	2.6485	25.0318
Si	7.9201	2.9898	24.9346
Si	-0.223	5.7631	24.9271
Si	5.7153	5.252	24.9477
Si	2.4966	8.5112	24.9083
Si	8.4656	8.0005	24.8457
Si	1.3669	1.3951	26.3159
Si	6.8067	1.4568	26.3259
Si	4.1119	4.1713	26.3105
Si	9.5583	4.1417	26.2085
Si	1.3561	6.9156	26.2524
Si	6.8731	6.8702	26.2085
Si	4.1227	9.6502	26.1796
Si	9.5737	9.5962	26.2112
Si	2.7497	0.0062	27.6397
Si	8.1917	0.0124	27.5984
Si	-0.0375	2.7614	27.6111
Si	5.4332	2.7778	27.6859
Si	2.7058	5.521	27.6202
Si	8.1996	5.4859	27.6214
Si	-0.0294	8.235	27.6372
Si	5.463	8.2279	27.565
Si	4.1018	1.3673	28.9891
Si	9.5708	1.3673	28.9891
Si	1.3673	4.1018	28.9891
Si	6.8362	4.1018	28.9891
Si	4.1018	6.8362	28.9891
Si	9.5708	6.8362	28.9891
Si	1.3673	9.5708	28.9891
Si	6.8362	9.5708	28.9891
Si	0	0	30.3563
Si	5.469	0	30.3563
Si	2.7345	2.7345	30.3563
Si	8.2035	2.7345	30.3563
Si	0	5.469	30.3563
Si	5.469	5.469	30.3563
Si	2.7345	8.2035	30.3563
Si	8.2035	8.2035	30.3563
Si	1.3673	1.3673	31.7236
Si	6.8362	1.3673	31.7236
Si	4.1018	4.1018	31.7236
Si	9.5708	4.1018	31.7236
Si	1.3673	6.8362	31.7236
Si	6.8362	6.8362	31.7236
Si	4.1018	9.5708	31.7236
Si	9.5708	9.5708	31.7236
Si	2.7345	0	0.6835
Si	8.2035	0	0.6835
Si	0	2.7345	0.6835
Si	5.469	2.7345	0.6835
Si	2.7345	5.469	0.6835
Si	8.2035	5.469	0.6835
Si	0	8.2035	0.6835
Si	5.469	8.2035	0.6835
Si	4.1018	1.3673	2.0507
Si	9.5708	1.3673	2.0507
Si	1.3673	4.1018	2.0507
Si	6.8362	4.1018	2.0507
Si	4.1018	6.8362	2.0507
Si	9.5708	6.8362	2.0507
Si	1.3673	9.5708	2.0507
Si	6.8362	9.5708	2.0507
Si	0	0	3.418
Si	5.469	0	3.418
Si	2.7345	2.7345	3.418
Si	8.2035	2.7345	3.418
Si	0	5.469	3.418
Si	5.469	5.469	3.418
Si	2.7345	8.2035	3.418
Si	8.2035	8.2035	3.418
Si	1.4762	1.3414	4.8734
Si	6.8308	1.3839	4.7986
Si	3.9854	4.0971	4.8019
Si	9.6094	4.0494	4.8538
Si	1.376	6.7986	4.7728
Si	6.9622	6.7221	4.7307
Si	4.1682	9.4898	4.6688
Si	9.5546	9.5909	4.7763
Si	2.9596	-0.1809	6.1537
Si	8.1576	0.0165	6.2023
Si	0.0055	2.6581	6.282
Si	5.3989	2.7329	6.124
Si	2.5402	5.3648	6.2518
Si	8.2764	5.4157	6.2828
Si	0.0287	8.1776	6.0841
Si	5.4871	8.0677	5.9004
Si	4.311	1.1743	7.6099
Si	9.9154	0.9374	7.5484
Si	0.9668	4.2127	7.793
Si	6.5033	4.3258	7.4207
Si	4.3084	6.5533	7.1992
Si	9.327	7.216	7.4656
Si	1.3292	9.6345	7.411
Si	6.862	9.3162	7.2951
O	9.5931	6.8671	24.4251
O	3.9791	1.5206	24.5658
O	8.0611	8.2464	7.616
O	2.9434	1.5254	8.4518
O	6.8045	4.1113	24.421
O	1.3636	9.624	24.4092
O	5.4353	5.5195	7.8277
O	0.1908	-0.1553	7.5471
O	6.782	3.4504	8.8036
O	6.1735	9.6588	8.778
O	9.8181	7.3227	9.0519
O	1.8216	9.186	8.9301
O	5.4345	1.1129	9.2275
O	1.7202	3.6811	9.1525
O	9.7391	1.1386	9.1433
O	3.7405	7.5199	8.3753
O	7.8753	8.5876	23.4267
O	8.4717	2.212	23.6007
O	5.0278	5.9113	23.6139
O	2.2691	3.2964	23.6511
O	10.6046	0.6161	23.6601
O	0.4078	5.1687	23.5338
O	3.1679	7.8437	23.5656
O	5.5094	14.1349	19.2039
Si	11.398	2.3873	20.7942
Si	7.8397	9.4014	22.0095
Si	2.2822	5.174	13.5561
Si	12.271	7.4	16.8011
Si	-0.099	-4.6754	9.7291
Si	10.9001	8.9057	14.7382
Si	-1.3822	-4.9712	17.6963
Si	1.6219	4.4637	22.7104
Si	4.6119	10.9719	16.9591
Si	6.8766	5.8902	16.3196
Si	5.7321	2.7563	9.8493
Si	2.7882	9.2593	18.6544
Si	7.7382	3.6746	11.6712
Si	9.0883	1.1928	10.6406
Si	9.0771	1.647	15.9108
Si	2.648	4.712	16.5721
Si	-3.8735	3.4823	14.593
Si	6.2446	10.7008	10.0318
Si	16.0479	4.5462	18.3886
Si	4.9548	7.2226	19.8363
Si	-1.5498	1.1835	22.7315
Si	2.1449	2.3621	12.5538
Si	5.4522	10.9717	21.9244
Si	0.0928	6.9128	12.7249
Si	13.7417	2.6201	9.6659
Si	10.9672	3.2649	17.7885
Si	8.0811	7.9875	19.3665
Si	-6.3003	1.5094	14.3331
Si	-2.2376	-1.2137	16.7163
Si	2.8899	7.8646	12.3723
Si	-5.7928	1.6414	19.4587
Si	-0.3851	0.6755	13.2933
Si	3.8801	6.6437	22.7173
Si	2.7558	0.4208	20.7163
Si	13.5238	7.8289	9.4534
Si	6.2474	8.7062	15.3439
Si	5.1011	-1.1739	12.879
O	6.4436	5.1418	17.6965
O	-0.4792	-4.7142	11.3314
O	6.5649	4.9595	15.0582
O	2.2069	10.029	19.9627
O	-0.2604	5.0272	8.6014
O	1.0202	3.8208	21.3455
O	1.4837	6.6338	9.5672
O	-5.5925	0.2286	13.6311
O	14.1849	6.4353	13.1078
O	8.5859	11.3387	16.8523
O	5.3333	9.7472	16.1874
O	-1.4893	1.1327	14.4038
O	2.3062	3.9842	12.4393
O	5.9796	8.6659	13.7214
O	2.7244	4.4839	14.9578
O	6.2994	2.683	11.3204
O	3.2712	1.7651	13.5231
O	14.9438	4.1586	17.2596
O	-3.093	13.6456	15.8226
O	0.737	5.7122	13.6316
O	7.7753	9.1917	15.498
O	0.3227	2.4482	19.1758
O	4.5497	5.7014	19.3912
O	7.5062	5.2149	11.0251
O	10.8975	6.6127	17.0817
O	2.7479	5.5548	22.2857
O	9.0311	6.7016	19.0551
O	1.268	7.9807	12.2867
O	-5.4191	0.6768	18.1796
O	7.6873	0.3094	10.4593
O	11.2504	-0.6923	13.8732
O	4.2399	3.4009	9.7589
O	4.0627	8.3255	19.0421
O	8.4709	6.1643	16.496
O	1.4082	3.9059	17.2266
O	-0.8353	7.8283	13.7331
O	5.6555	2.7389	14.2573
O	2.5526	6.3219	16.8065
O	9.8595	4.4211	18.0974
O	4.2542	1.1973	15.8861
O	3.4154	7.9196	10.832
O	3.5666	-1.742	13.0252
O	8.5398	10.8566	22.1854
O	-2.8973	3.6417	13.3522
O	9.9586	2.0306	21.4675
O	8.5727	8.5859	20.807
O	-5.0288	1.1856	20.8431
O	5.4741	-0.9075	11.2918
O	1.3127	8.1608	15.3379
O	2.3678	1.8342	11.0109
O	6.5181	7.534	19.4961
O	1.5602	-2.5292	18.0471
O	1.4757	12.1478	21.3019
O	9.0035	2.7459	10.9683
O	3.2263	-0.5597	17.5603
O	8.3017	-1.8604	18.1601
O	10.1726	-1.6269	16.149
O	-0.5432	2.2763	16.6351
O	0.7117	1.8722	13.1202
O	6.2817	-1.3199	21.5381
O	15.5397	7.2932	21.4258
O	5.8961	0.2611	23.4797
O	-4.8979	7.2632	16.0622
O	3.535	1.4704	19.7273
O	3.8226	-0.1	21.855
O	9.9002	0.3759	11.8185

Results
free energy: -135733.188 eV
free energy less fixed offsets of O -568.88, Si -635.61 eV per atom: 2.142 eV

Forces (eV/angstrom), in the order of the atoms: element, x, y, z
Si	0.0176	-0.0133	0.0127
Si	-0.0059	0.025	-0.004
Si	0.0307	-0.0298	0.0028
Si	-0.0091	0.0074	0.0132
Si	-0.0053	0.0095	0.0045
Si	0.0122	-0.0124	0.0131
Si	-0.0168	0.0189	0.0145
Si	0.0111	-0.0061	0.0158
Si	0.016	-0.0138	-0.0044
Si	-0.0024	0.0062	-0.0104
Si	0.0125	-0.0036	-0.0173
Si	-0.0062	0.0055	-0.0088
Si	-0.0036	0.0076	-0.014
Si	0.0087	-0.0052	-0.0113
Si	-0.0123	0.0022	-0.0019
Si	0.0076	-0.0059	-0.0165
Si	0.0004	0.014	-0.0093
Si	-0.0005	-0.0001	0.0048
Si	-0.0011	0.0005	0.0044
Si	-0.0074	0.0007	0.0007
Si	-0.0046	-0.0036	0.0084
Si	-0.0042	0.0017	-0.0028
Si	-0.0027	0.002	-0.0017
Si	-0.0023	-0.0053	0.0016
Si	-0.0671	-0.0149	0.3743
Si	-0.116	0.0306	-0.0943
Si	-0.1052	0.09	-0.1471
Si	0.0738	0.2427	0.2572
Si	0.0556	0.2737	-0.1805
Si	-0.029	0.0212	0.1146
Si	0.0173	0.0517	0.095
Si	-0.0567	-0.0194	-0.2508
Si	0.0853	-0.0019	-0.0264
Si	0.0171	0.0207	-0.0005
Si	0.0307	-0.07	-0.0062
Si	-0.0111	-0.0065	-0.006
Si	0.0023	0.0279	0.0066
Si	0.1024	0.0089	-0.0133
Si	0.0291	0.0133	-0.012
Si	0.0136	-0.0479	-0.0239
Si	-0.0625	0.0329	-0.0057
Si	-0.0059	0.0259	-0.009
Si	-0.0376	0.0346	-0.0232
Si	-0.0048	-0.0361	-0.0168
Si	0.0305	0.0317	-0.0113
Si	-0.0425	0.0387	-0.0129
Si	-0.0305	-0.0137	-0.02
Si	-0.0194	0.0193	-0.0301
Si	0.0412	-0.008	0.029
Si	0.0439	-0.0918	0.0343
Si	-0.0038	0.0352	0.0056
Si	0.0454	-0.0557	-0.0007
Si	0.0423	-0.0477	0.0387
Si	-0.0103	0.0491	0.0253
Si	0.0149	-0.0479	-0.0035
Si	0.0254	-0.0036	0.0167
Si	-0.0095	0.0431	0.0173
Si	0.079	0.1034	0.0386
Si	-0.1282	-0.079	-0.0028
Si	-0.1286	-0.0838	0.0031
Si	-0.0549	0.0394	-0.0251
Si	-0.0068	0.102	-0.0048
Si	-0.0476	-0.0489	0.0161
Si	-0.0141	0.024	-0.0032
Si	0.2936	0.1867	0.3942
Si	0.3496	0.1893	-0.3113
Si	-0.2056	-0.2548	-0.1911
Si	0.0747	0.1405	0.2185
Si	-0.1045	-0.2998	0.1049
Si	-0.1412	-0.3272	0.1726
Si	-0.2995	-0.3879	-0.4523
Si	0.2919	-0.0533	-0.2702
Si	-0.0133	-0.0304	0.0024
Si	-0.0311	-0.0031	0.0156
Si	-0.0072	0.0396	0.0219
Si	-0.0198	0.0268	-0.0038
Si	-0.0151	0.0047	0.0177
Si	0.0509	-0.0321	0.078
Si	0.0032	0.013	0.0013
Si	0.0228	-0.0026	0.0906
Si	0.0136	0.006	0.01
Si	0.0375	-0.001	0.0146
Si	0.0045	-0.0193	-0.0158
Si	0.0426	0.0166	0.0523
Si	0.0104	-0.0363	-0.0268
Si	0.0083	0.053	0.0145
Si	0.0117	0.0277	-0.0434
Si	-0.0366	-0.0168	-0.007
Si	-0.2065	-0.0512	-0.4467
Si	0.038	-0.0664	-0.2705
Si	-0.1422	0.215	0.1333
Si	0.0364	0.0913	0.1598
Si	0.0614	-0.0182	0.1263
Si	-0.3725	0.1743	0.4104
Si	-0.0355	-0.0332	-0.0298
Si	0.4047	-0.4162	0.4444
O	-0.0065	0.0055	0.0273
O	0.0074	0.0027	0.0305
O	-0.1615	0.2	-0.191
O	0.0625	-0.0416	0.1105
O	-0.0043	0.0049	0.034
O	-0.0078	0.0008	0.0298
O	-0.0743	-0.0126	-0.1301
O	-0.0561	0.081	0.078
O	-0.185	-0.4213	-0.0666
O	0.1675	0.3224	0.0042
O	0.053	0.0695	-0.3064
O	0.0192	-0.0085	-0.0169
O	0.2122	0.0605	0.4316
O	0.036	-0.0684	-0.012
O	-0.1328	0.2086	0.5406
O	-0.0193	-0.0438	-0.0569
O	-0.0004	0.0028	-0.0164
O	0.0143	-0.0116	-0.0219
O	-0.0127	0.011	-0.0203
O	-0.0122	0.013	-0.0136
O	-0.0066	0.0087	-0.0203
O	0.0114	-0.0094	-0.0123
O	0.0147	-0.0147	-0.0187
O	0.0069	0.0141	-0.0208
Si	0.0038	-0.0022	0.0504
Si	-0.0047	0.0051	0.0315
Si	-0.0129	0.1484	-0.0441
Si	0.0099	0.0186	-0.0359
Si	-0.393	-0.0582	0.1335
Si	-0.029	-0.1622	-0.0718
Si	0.0195	0.033	0.0239
Si	-0.0036	-0.0075	0.0383
Si	-0.0023	-0.0477	0.0394
Si	0.0154	0.1197	0.0705
Si	0.0614	0.842	-0.7584
Si	-0.0038	-0.0101	0.0259
Si	-0.2933	4.2178	-1.4738
Si	0.0114	-1.2528	-0.4074
Si	0.1434	-0.1459	0.1537
Si	-0.0126	0.0353	-0.036
Si	-0.8143	0.0633	0.7443
Si	-0.0394	-0.5253	-0.2818
Si	-0.0315	0.0039	0.0479
Si	-0.0024	0.0144	0.0195
Si	0.001	0.0038	0.0374
Si	0.0533	0.1056	-0.0334
Si	-0.0013	-0.0068	0.0257
Si	-0.1877	-0.1132	-0.3063
Si	-0.0811	0.1295	-0.0327
Si	0.0536	0.0275	0.082
Si	-0.0126	0.01	0.0432
Si	-0.144	-0.1467	0.036
Si	0.0035	-0.0792	-0.01
Si	-0.0242	-0.0779	-0.0678
Si	-0.0113	-0.0148	0.0494
Si	0.1943	-0.1366	0.1553
Si	0.0006	-0.0016	0.0479
Si	0.0024	0.0016	0.0295
Si	-0.0593	-0.127	-0.0025
Si	-0.0059	-0.0154	-0.101
Si	-0.039	-0.1922	0.0341
O	0.0192	-0.0056	-0.0568
O	0.2722	0.1264	0.098
O	0.1762	-0.3058	-0.1835
O	0.0038	-0.0082	-0.0195
O	0.2118	-0.1298	-0.0982
O	-0.0018	-0.003	-0.0145
O	0.157	0.1145	-0.0479
O	0.0198	0.1128	0.005
O	-0.0321	-0.0298	0.0338
O	-0.0027	0.0697	-0.0422
O	-0.0098	0.0369	0.0216
O	-0.0412	0.0568	-0.0707
O	-0.0053	-0.1039	-0.0085
O	-0.0088	0.0677	0.0507
O	0.0139	-0.0317	0.0376
O	1.1953	-0.0385	0.9624
O	0.0438	-0.003	0.016
O	0.013	-0.0069	-0.0016
O	-0.0206	0.1408	-0.2274
O	0.0498	-0.0568	0.0665
O	0.0129	0.0321	0.0319
O	-0.0119	0.0101	-0.0505
O	0.0106	-0.0145	-0.0169
O	0.6786	-4.1065	1.6445
O	-0.0207	-0.0094	0.0105
O	0.0017	0.002	-0.0099
O	0.0068	-0.0115	-0.02
O	0.0728	0.0573	0.0355
O	-0.003	0.0007	-0.0285
O	0.0865	0.272	0.0222
O	-0.05	0.1457	-0.0573
O	0.0941	-0.2041	0.1388
O	-0.004	0.0024	-0.0066
O	-0.0196	-0.0341	-0.0185
O	-0.0175	-0.0143	0.0013
O	0.0479	0.0976	0.115
O	0.2288	0.0965	-0.0831
O	-0.0023	-0.0117	0.0069
O	-0.0142	-0.0088	-0.0173
O	0.0294	0.0352	-0.0495
O	-0.0311	0.0494	0.0246
O	0.0457	0.0753	0.0121
O	-0.0014	-0.0028	-0.0091
O	0.1101	-0.6373	-2.1633
O	0.0041	0.0059	-0.01
O	-0.0019	-0.0072	-0.0212
O	-0.0037	0.0119	-0.0246
O	0.0488	0.124	-0.0781
O	0.0037	0.0141	0.0365
O	0.0158	0.005	0.0245
O	0.0028	-0.0034	-0.009
O	0.0032	0.0046	0.0025
O	0.0014	0.0023	-0.0077
O	-1.333	0.9771	1.1162
O	0.0138	0.0201	-0.0178
O	0.0087	0.0215	-0.0202
O	-0.034	0.0431	0.0275
O	-0.0618	-0.0198	-0.0678
O	-0.0824	-0.0346	-0.0295
O	0.0052	-0.0076	-0.0024
O	0.0037	-0.0004	-0.0167
O	-0.008	0.0038	-0.0037
O	0.0139	-0.0476	0.0153
O	0.0129	0.0067	-0.0194
O	-0.0085	0.0018	-0.0151
O	-0.1021	0.202	-0.1153

The program warned: the cutoff lies below the one the program advises for these potential files; the forces do not sum to zero within the program's tolerance; the exchange-correlation potential is rough where the density is thin.
